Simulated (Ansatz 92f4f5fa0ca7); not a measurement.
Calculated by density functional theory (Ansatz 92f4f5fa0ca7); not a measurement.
Periodic cell of 215 atoms, Si132O82P1, from a study of silicon, its oxide and their interface. The atomic structure is a simulated model.
Doubt: the cutoff is far below the 930 eV that the study's wrapper takes by default for these files, so forces and energies are approximate.
This geometry differs little from another in the collection (a relaxation step or a small displacement).

Settings: functional PBE; potential files Ansatz PAW; basis plane waves; wave-function cutoff 580 eV; density cutoff ratio 5; exchange-correlation grid ratio 1; k mesh 1 x 1 x 1, Gamma-centred; self-consistency stop 5e-08 eV per atom in the density residual; occupations fixed; spin none; net charge +1 e, with a uniform compensating background and no finite-size correction.

Cell vectors (angstrom)
a	10.938	0	0
b	0	10.938	0
c	0	0	31.5432

Atoms: element, x, y, z (angstrom)
Si	10.4355	0.5668	24.3435
Si	6.0428	10.4968	24.1519
Si	2.1317	3.2399	24.0861
Si	8.7047	2.2499	24.3102
Si	0.5037	5.0456	24.1665
Si	5.0513	5.8878	24.1957
Si	3.3965	7.6446	24.1609
Si	7.8281	8.8228	23.9913
Si	1.3423	1.4742	25.4594
Si	6.921	1.2935	25.5029
Si	4.0268	4.0948	25.3281
Si	9.6696	4.0892	25.4235
Si	1.499	6.8082	25.3705
Si	6.8973	6.9415	25.2402
Si	4.232	9.5245	25.3472
Si	9.5266	9.6341	25.4374
Si	2.7816	0.0005	26.6434
Si	8.2251	-0.0338	26.946
Si	0.0181	2.7637	26.9201
Si	5.4501	2.7291	26.6667
Si	2.7602	5.433	26.8392
Si	8.2278	5.5188	26.6282
Si	0.0411	8.2046	26.6515
Si	5.5569	8.1911	26.7961
Si	4.1103	1.3616	28.0744
Si	9.5954	1.3649	28.2412
Si	1.3948	4.1159	28.2402
Si	6.8379	4.13	28.0217
Si	4.1599	6.817	28.1446
Si	9.5981	6.8451	28.0554
Si	1.3943	9.5848	28.0452
Si	6.8497	9.5299	28.2434
Si	0.0527	-0.027	29.5273
Si	5.4481	0.0072	29.4954
Si	2.77	2.7035	29.5277
Si	8.172	2.7678	29.4743
Si	-0.015	5.4996	29.5018
Si	5.5097	5.4445	29.5045
Si	2.7508	8.2105	29.4444
Si	8.2559	8.1578	29.5342
Si	1.3947	1.351	30.9068
Si	6.8197	1.3783	30.841
Si	4.1299	4.085	30.8859
Si	9.5518	4.1131	30.8449
Si	1.3767	6.8593	30.8329
Si	6.8674	6.8005	30.8975
Si	4.09	9.5699	30.8472
Si	9.6064	9.548	30.8966
Si	2.75	-0.0349	0.7208
Si	8.1835	0.0014	0.6648
Si	-0.0293	2.7414	0.675
Si	5.4809	2.7066	0.7149
Si	2.7192	5.4786	0.6664
Si	8.2191	5.4276	0.7311
Si	0.0383	8.1776	0.7183
Si	5.4668	8.2079	0.6702
Si	4.1209	1.3273	2.076
Si	9.5262	1.3735	2.0406
Si	1.3231	4.1289	2.0422
Si	6.8546	4.0472	2.0892
Si	4.0772	6.8593	2.0333
Si	9.6056	6.7953	2.0711
Si	1.3871	9.5437	2.0944
Si	6.8263	9.5709	2.0601
Si	-0.0477	-0.0173	3.3581
Si	5.4711	-0.0257	3.5017
Si	2.6909	2.7153	3.3318
Si	8.1874	2.6798	3.5182
Si	-0.0171	5.4552	3.5246
Si	5.454	5.4671	3.334
Si	2.7482	8.1938	3.5044
Si	8.2255	8.1785	3.3754
Si	1.2959	1.3651	4.6831
Si	6.8338	1.2954	4.9335
Si	4.0609	4.1015	4.6406
Si	9.5356	4.0576	4.9069
Si	1.3535	6.8604	4.8975
Si	6.8388	6.8019	4.6969
Si	4.1082	9.5638	4.9111
Si	9.5693	9.5506	4.7616
Si	2.6264	0.0498	6.1259
Si	8.2253	-0.1388	6.2776
Si	-0.0243	2.6443	6.2027
Si	5.3676	2.7616	6.0878
Si	2.7469	5.4202	6.1199
Si	8.0969	5.4283	6.1975
Si	0.011	8.2893	6.2567
Si	5.5586	8.1444	6.1702
Si	3.4604	1.9584	7.2102
Si	10.027	0.8191	7.4645
Si	1.755	3.6724	7.3407
Si	6.197	4.5326	7.3795
Si	4.6154	6.2994	7.2507
Si	9.1345	7.2188	7.3072
Si	0.9001	10.1593	7.5276
Si	7.3869	8.903	7.5081
O	4.4878	6.562	8.8856
O	1.3345	4.0757	8.9277
O	9.7323	6.539	8.8242
O	1.3011	10.1001	9.1723
O	6.0722	4.2491	9.0313
O	3.6757	1.6744	8.8184
O	7.1268	8.9639	9.1671
O	9.6595	1.0594	9.0726
O	8.245	2.5304	22.7497
O	11.0008	5.5396	22.645
O	5.6198	0.0905	22.6455
O	5.2861	5.3902	22.6307
O	2.1593	2.7928	22.4817
O	3.3306	7.8555	22.5095
O	8.3739	8.7384	22.4104
O	-0.1606	11.2213	22.759
Si	2.1315	2.9655	12.8957
Si	8.6834	1.3135	10.339
Si	1.0676	4.4921	15.3679
Si	7.5814	5.6001	12.2277
Si	2.4161	8.1762	21.2069
Si	5.4203	7.8111	12.4684
Si	9.2715	0.4646	15.4818
Si	2.9163	-0.049	16.6623
Si	10.4561	1.1614	12.5992
Si	7.7627	2.8238	21.2392
Si	9.1079	8.7749	14.4482
Si	1.4795	4.8126	10.3534
Si	4.49	9.4752	19.138
Si	11.0771	6.0945	21.1177
Si	6.6076	10.4503	14.8407
Si	5.3888	0.7245	21.1744
Si	2.3549	9.8236	10.3925
Si	0.4275	10.6288	21.3859
Si	5.852	5.2461	21.1262
Si	3.637	7.0971	10.1298
Si	9.057	5.6962	14.8785
Si	3.6558	4.0736	19.0953
Si	10.0279	3.66	19.3232
Si	4.2571	8.6636	15.3684
Si	0.4591	1.908	17.1711
Si	6.7949	7.523	19.2466
Si	5.2586	3.6153	16.7432
Si	7.7809	4.9956	17.5283
Si	6.643	9.9498	10.3747
Si	4.3772	1.0836	10.1279
Si	-0.0294	9.0844	11.9245
Si	9.102	8.6264	20.9406
Si	4.5425	1.6675	14.5754
Si	2.4448	2.0757	21.0471
Si	6.3502	3.3549	10.3558
Si	3.4466	5.9103	16.7394
P	9.8859	6.5668	10.3461
O	0.119	2.6187	18.5906
O	2.9255	9.6279	15.5733
O	10.8568	4.8059	20.1387
O	7.5939	2.4237	9.9033
O	10.8632	5.4313	10.7912
O	6.6517	6.7856	12.8198
O	10.3535	8.0053	10.7335
O	7.6506	9.447	13.9855
O	8.5094	6.2835	10.9875
O	5.363	10.4749	20.0716
O	2.0949	3.7595	11.4344
O	7.9823	8.53	19.749
O	6.2038	6.7222	20.5423
O	5.4977	2.7157	15.3986
O	1.2993	0.9244	20.6996
O	6.0267	9.0896	11.6271
O	4.6418	4.9939	16.1161
O	6.605	3.8732	17.6276
O	10.4948	10.6417	11.8345
O	5.575	0.5011	13.9819
O	8.0058	5.0799	15.9208
O	9.7706	9.8307	15.5042
O	-0.3891	5.1649	15.1676
O	1.575	6.8273	20.7996
O	1.5035	0.6262	17.1829
O	6.595	1.7641	20.8089
O	1.0166	1.7639	12.8051
O	3.2421	5.4881	18.3239
O	9.5433	2.0138	11.5533
O	1.0226	3.0886	16.1891
O	8.6424	5.1849	13.3721
O	10.2074	8.4861	13.247
O	1.445	9.3942	21.6728
O	10.0738	9.9329	20.6097
O	3.1827	0.2237	10.9
O	5.104	2.3841	10.8532
O	1.6883	4.1425	13.9084
O	7.9067	10.8856	10.8456
O	9.1418	4.4573	18.2112
O	5.637	9.4973	15.7644
O	5.5203	-0.0014	9.7346
O	3.5802	2.3219	13.3829
O	2.0033	5.6356	16.034
O	9.6919	1.0896	14.0248
O	4.4315	6.9273	11.5279
O	4.7604	4.4766	20.2073
O	9.9627	1.3304	16.6407
O	6.7572	4.3553	11.6014
O	5.5878	8.3974	18.5706
O	9.0676	2.7339	20.2627
O	3.5855	1.1271	15.7653
O	4.2086	3.0725	17.8939
O	9.9208	7.216	20.8977
O	3.3748	8.6792	9.8506
O	3.9384	7.4222	16.3752
O	7.64	0.4688	15.6885
O	8.9188	7.3079	15.079
O	3.9297	1.4284	21.1339
O	1.5799	9.1201	11.6865
O	2.2688	6.221	10.2632
O	7.3403	6.4415	18.1406
O	7.2181	4.3584	21.1257
O	4.5571	8.222	13.7984
O	3.3339	8.6553	19.9516
O	2.4887	3.2324	19.872
O	3.7557	10.3562	17.9605

Results
free energy: -131307.626 eV
free energy less fixed offsets of O -568.88, P -755.39, Si -635.61 eV per atom: -3.556 eV

Forces (eV/angstrom), in the order of the atoms: element, x, y, z
Si	0.0045	-0.0013	0.0018
Si	0.0018	0.0028	0.002
Si	0.0022	-0.0027	0.003
Si	-0.0046	-0.0004	0.0025
Si	0.0002	0.0002	0.0049
Si	0.0033	-0.0024	0.0026
Si	-0.0025	-0.0001	0.0006
Si	-0.0014	-0.0025	0.004
Si	0.0036	-0.005	-0.0093
Si	-0.006	0.0031	-0.011
Si	-0.0014	-0.0014	-0.0057
Si	0.0002	0.0043	-0.0097
Si	-0.0032	0.0025	-0.0069
Si	0.0017	-0.0012	-0.0041
Si	-0.0012	0.0018	-0.0034
Si	0.0024	-0.0051	-0.0111
Si	-0.0034	-0.0001	0.0021
Si	0.0009	-0.001	0.0307
Si	-0.0004	-0.0015	0.0282
Si	0.0019	0.0018	0.001
Si	0.007	0.0018	0.0198
Si	-0.0044	-0.0008	0.003
Si	0.0007	0.0009	0.0015
Si	-0.0002	-0.0039	0.0153
Si	0.002	-0.0036	-0.0052
Si	-0.0001	0.0033	-0.013
Si	-0.0071	0.0031	-0.0099
Si	-0.0007	0.0047	-0.0066
Si	0.0018	-0.0027	-0.018
Si	0.0021	-0.0009	-0.0072
Si	0.0032	0.0003	-0.0073
Si	0.0065	0.0053	-0.0107
Si	-0.0036	0.0052	0.0023
Si	0.0031	-0.0045	0.006
Si	-0.0034	0.0037	0.0035
Si	0.0066	-0.0066	0.0063
Si	0.0078	-0.0057	0.005
Si	-0.0015	0.0043	0.0008
Si	0.0016	-0.0017	0.0075
Si	-0.0067	0.0051	0.0019
Si	0.0036	-0.0052	-0.0022
Si	-0.0044	0.003	-0.0026
Si	0.005	-0.0031	-0.0011
Si	-0.005	0.0042	-0.0036
Si	-0.0056	0.0038	-0.0021
Si	0.0037	-0.0066	-0.0015
Si	-0.0026	0.0039	-0.004
Si	0.0049	-0.004	-0.001
Si	0.0048	-0.0028	0.0034
Si	-0.0029	0.0054	0.0035
Si	-0.0036	0.0047	0.0019
Si	0.0029	-0.0039	0.0043
Si	-0.005	0.0031	0.0016
Si	0.0051	-0.001	0.0023
Si	0.0029	-0.0056	0.0038
Si	-0.0037	0.0049	0.0013
Si	-0.0018	0.0006	-0.0081
Si	0.0063	-0.0091	-0.0012
Si	0.0048	-0.005	-0.0017
Si	-0.0063	0.0052	-0.011
Si	0.0087	-0.0063	-0.0025
Si	-0.0032	0.0033	-0.0051
Si	-0.0056	0.0045	-0.0103
Si	0.0015	-0.0014	-0.002
Si	0	0.0122	0.0106
Si	-0.0008	0.0023	0.004
Si	0.0056	0.0044	0.019
Si	0.0002	-0.0019	0.009
Si	-0.0056	0.0044	0.0098
Si	-0.0089	-0.0026	0.0132
Si	-0.0022	-0.0008	0.0067
Si	0.0013	-0.0105	0.0195
Si	-0.0064	-0.0008	-0.027
Si	0.0004	0.0009	-0.0032
Si	-0.0063	-0.0015	-0.0368
Si	0.004	0.0022	-0.005
Si	-0.0031	-0.0024	-0.0032
Si	0.0022	0.0098	-0.0238
Si	0.0029	-0.0016	-0.0016
Si	-0.0103	-0.0011	-0.0186
Si	0.0084	-0.0046	0.0107
Si	-0.0019	0.0011	0.0057
Si	-0.0039	0.0019	0.0115
Si	0.0082	-0.0092	0.0063
Si	-0.0022	0.0037	0.0077
Si	0.0106	0.0026	0.0091
Si	0.0018	-0.007	-0.0005
Si	-0.0063	0.0004	0.0122
Si	0.0031	-0.0011	-0.0044
Si	0.0016	0.0049	-0.0047
Si	-0.0042	0.0027	-0.0079
Si	-0.0018	0.0031	-0.0058
Si	-0.0032	0.0029	0.0011
Si	0.0048	-0.0016	-0.0125
Si	-0.0028	0.0012	-0.0051
Si	-0.0002	0.0029	-0.0247
O	-0.0035	-0.0023	0.0049
O	0.0056	0.003	0.007
O	0.0031	0.0097	0.0531
O	0.0032	0.0007	0.0068
O	-0.0011	-0.0023	0.0101
O	0.0054	-0.0034	0.0159
O	-0.0048	0.0088	0.0214
O	-0.0005	-0.0016	0.0025
O	-0.0015	0.0013	-0.0029
O	-0.0016	0.0015	-0.0038
O	-0.0016	0.0015	-0.002
O	0.001	-0.002	-0.0023
O	0.001	-0.0031	-0.0049
O	-0.0005	0.0012	-0.0012
O	0.0032	-0.0003	-0.0042
O	0.0026	-0.0017	-0.0037
Si	-0.0079	-0.0031	-0.0094
Si	-0.0009	0.0007	0.0014
Si	-0.0001	0.0006	0.0032
Si	-0.0004	0.0075	-0.0056
Si	0.0017	-0.0033	0.0009
Si	-0.0019	-0.008	-0.004
Si	0.0007	-0.0026	0.0022
Si	-0.0013	0.0022	0.0063
Si	0.0016	-0.0017	-0.0026
Si	0.0047	-0.0017	-0.0009
Si	0.0086	-0.0011	0.0036
Si	-0.0081	0.0122	-0.0008
Si	0.0002	0.0017	0.0025
Si	0.0019	-0.0019	0.0011
Si	0.0035	-0.0015	0.0103
Si	0.0004	-0.0038	0.0006
Si	-0.0057	-0.0022	-0.0002
Si	-0.0017	0.0017	0.0026
Si	-0.0031	0.0029	0.0014
Si	-0.0052	-0.0097	-0.0054
Si	0.0009	0.0003	0.0034
Si	-0.0005	-0.0011	0.005
Si	-0.0008	0.0006	0.0021
Si	0.003	0.0016	0.0042
Si	0.0001	-0.0024	0.0051
Si	-0.0002	-0.0013	0.0037
Si	0.0026	-0.0007	0.0085
Si	-0.0003	-0.0011	0.0065
Si	0.0014	-0.0022	-0.0084
Si	0.0006	0.0013	-0.0082
Si	-0.002	0.0126	-0.0087
Si	-0.0017	0.0002	0.0029
Si	-0.0041	0.0003	0.0044
Si	-0.0015	0.004	0.0031
Si	0.0027	-0.0006	-0.0026
Si	-0.0016	0.0022	0.007
P	0.0384	-0.0355	-0.0354
O	-0.0016	0.0022	0
O	-0.0007	0.0017	-0.0042
O	0.0009	0.0012	-0.0011
O	0.0025	0.0006	0.0062
O	0.0019	0.0144	0.0051
O	-0.001	0.0013	-0.0013
O	-0.0057	-0.0113	-0.0037
O	-0.0012	0.0009	-0.0024
O	-0.0202	0.0004	0.0088
O	0.0001	0.0015	-0.0005
O	0.0019	-0.0073	0.0087
O	0.0009	0.0002	-0.0019
O	0.0003	-0.0009	-0.0005
O	0.0005	0.0039	-0.0027
O	0.0001	-0.0023	0
O	-0.002	0.0005	-0.0011
O	-0.0009	0.0003	-0.0038
O	0.001	-0.0005	-0.006
O	0.0029	-0.008	0.0031
O	-0.0003	0.0008	-0.003
O	-0.0006	-0.0016	-0.0024
O	-0.0036	0.0023	-0.0066
O	-0.0007	0.0005	-0.0039
O	-0.0008	0.0008	-0.0004
O	-0.0003	0.001	-0.0047
O	0.0002	0.0018	0.0004
O	0.0049	0.0023	0.0007
O	0.0012	0.0005	-0.003
O	-0.0035	-0.0015	-0.0033
O	-0.001	-0.001	-0.0044
O	0.0035	0.0004	0.0053
O	-0.0108	0.0036	0.0071
O	-0.0013	0.0016	-0.0014
O	0.0007	-0.0012	-0.0009
O	0.0023	0.0016	-0.0022
O	-0.0028	-0.0042	-0.0033
O	-0.0036	0.0043	0.0052
O	-0.0049	0.003	-0.0025
O	0.0012	-0.0014	-0.0022
O	0.0001	0.0006	-0.0055
O	-0.0009	0.0023	0.0052
O	0.0039	-0.0012	0.0025
O	0.0025	-0.001	-0.0062
O	-0.0036	-0.0011	0.0057
O	0.0017	0.0025	-0.0013
O	0.0023	0.0009	0.0001
O	0.0015	0.0028	-0.0023
O	0.0002	-0.0014	-0.0014
O	-0.0005	0.0002	-0.0012
O	-0.0018	0	-0.0009
O	-0.001	-0.0025	-0.003
O	-0.0008	0.0001	-0.0033
O	0.001	0.0006	-0.0007
O	-0.0007	0.0058	0.0026
O	-0.0012	-0.0048	-0.0047
O	-0.0008	-0.0001	-0.0046
O	-0.0031	0.0001	-0.0044
O	0.0026	0.0007	0.0005
O	-0.0012	0.0017	-0.0024
O	0.0036	-0.0058	0.0041
O	-0.0008	0.0024	-0.002
O	-0.0001	-0.0032	-0.0001
O	-0.0017	0.0021	0.0031
O	0.0001	-0.0008	-0.0007
O	0.0011	-0.0005	-0.0019
O	0.0009	-0.0015	-0.0033

The program warned: the cutoff lies below the one the program advises for these potential files; the exchange-correlation potential is rough where the density is thin.
